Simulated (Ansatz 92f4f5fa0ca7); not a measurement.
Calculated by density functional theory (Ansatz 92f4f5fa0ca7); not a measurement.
Periodic cell of 225 atoms, Si132O91B2, from a study of silicon, its oxide and their interface. The atomic structure is a simulated model.
Doubt: the cutoff is far below the 930 eV that the study's wrapper takes by default for these files, so forces and energies are approximate.
This geometry differs little from another in the collection (a relaxation step or a small displacement).

Settings
functional: PBE
potential files: Ansatz PAW
basis: plane waves
wave-function cutoff: 580 eV
density cutoff ratio: 5
exchange-correlation grid ratio: 1
k mesh: 1 x 1 x 1, Gamma-centred
self-consistency stop: 5e-08 eV per atom in the density residual
occupations: fixed
spin: none
net charge: 0

Cell vectors (angstrom)
a 10.938 0 0
b 0 10.938 0
c 0 0 31.9494

Atoms: element, x, y, z (angstrom)
Si 10.6467 -0.0098 24.4153
Si 5.0927 0.114 24.6509
Si 2.8409 2.2851 24.5389
Si 8.5885 2.4227 24.5718
Si 10.7262 5.5762 24.3264
Si 5.1772 5.6012 24.4494
Si 3.0074 7.9392 24.4118
Si 8.4351 7.8187 24.4194
Si 1.307 1.1242 25.8417
Si 6.8261 1.3171 25.7395
Si 4.0011 4.0046 25.7368
Si 9.7024 4.0184 25.8508
Si 1.3509 6.7835 25.6692
Si 6.8195 6.7127 25.7525
Si 4.0184 9.4615 25.9513
Si 9.4966 9.4343 25.7989
Si 2.65 -0.1405 27.2879
Si 8.1501 -0.0751 27.1456
Si 0.0883 2.6507 27.2093
Si 5.463 2.7123 27.1156
Si 2.6773 5.4099 27.113
Si 8.203 5.3611 27.1383
Si 0.0195 8.1438 27.1293
Si 5.523 8.1353 27.1795
Si 4.0901 1.3271 28.5014
Si 9.5438 1.3253 28.5012
Si 1.3914 4.0648 28.5674
Si 6.8146 4.0571 28.5297
Si 4.0872 6.7794 28.4888
Si 9.5611 6.7813 28.4855
Si 1.2955 9.4784 28.6218
Si 6.8299 9.5312 28.5655
Si -0.0295 -0.0029 29.9128
Si 5.4652 -0.0067 29.8973
Si 2.7659 2.7134 29.9056
Si 8.2017 2.7162 29.8885
Si -0.0018 5.4546 29.8917
Si 5.4643 5.4548 29.8891
Si 2.7511 8.1636 29.9056
Si 8.2277 8.1769 29.8914
Si 1.3673 1.3673 31.2657
Si 6.8362 1.3673 31.2657
Si 4.1018 4.1018 31.2657
Si 9.5708 4.1018 31.2657
Si 1.3673 6.8362 31.2657
Si 6.8362 6.8362 31.2657
Si 4.1018 9.5708 31.2657
Si 9.5708 9.5708 31.2657
Si 2.7345 0 0.6835
Si 8.2035 0 0.6835
Si 0 2.7345 0.6835
Si 5.469 2.7345 0.6835
Si 2.7345 5.469 0.6835
Si 8.2035 5.469 0.6835
Si 0 8.2035 0.6835
Si 5.469 8.2035 0.6835
Si 4.0696 1.4029 2.0628
Si 9.5695 1.3744 2.0376
Si 1.3339 4.154 2.0572
Si 6.8084 4.1503 2.0492
Si 4.0792 6.8567 2.0452
Si 9.5521 6.8596 2.0565
Si 1.3464 9.6145 2.0593
Si 6.7816 9.6417 2.0407
Si -0.0039 0.0627 3.4562
Si 5.4155 0.0514 3.4631
Si 2.7011 2.8056 3.4153
Si 8.2217 2.7939 3.3464
Si 0.0118 5.5513 3.4687
Si 5.4485 5.5374 3.4411
Si 2.7255 8.2531 3.3956
Si 8.1737 8.2927 3.3505
Si 1.357 1.4748 4.8332
Si 6.8224 1.5098 4.7124
Si 4.0253 4.2026 4.797
Si 9.5664 4.1278 4.7575
Si 1.344 7.0165 4.842
Si 6.7932 7.0134 4.7436
Si 4.0237 9.5938 4.8328
Si 9.5241 9.6102 4.7638
Si 2.5862 -0.0406 6.2049
Si 8.1816 0.1311 6.041
Si 0.0079 2.8697 6.2581
Si 5.4366 2.8343 6.1053
Si 2.742 5.6734 6.1945
Si 8.219 5.6271 5.9596
Si -0.006 8.4117 6.2752
Si 5.4573 8.3245 6.2584
Si 4.3146 1.1367 7.3422
Si 9.7166 1.2252 7.4506
Si 1.1757 4.5469 7.5179
Si 6.6077 4.5638 7.2758
Si 4.312 6.7708 7.6606
Si 9.7353 6.6798 7.4628
B 0.8028 10.1616 7.0486
Si 6.6759 9.971 7.452
O 9.6045 1.2294 23.9821
O 4.1239 6.7901 23.9439
O 4.0289 1.2341 24.0277
O 9.5551 6.6918 23.8918
O -0.027 5.6099 7.9854
O 5.4964 0.1152 7.9271
O -0.0128 0.0612 7.759
O 5.5224 5.6484 7.9354
O 7.6301 3.9968 8.4276
O 8.7451 7.0978 8.7329
O 8.9184 1.6882 8.849
O 7.566 9.4899 8.7713
O 3.5603 1.8366 8.6136
O 3.5806 7.2817 9.0966
O 2.0532 4.0393 8.841
O 8.1641 3.4775 23.3685
O 0.4705 4.9215 22.941
O 1.9191 2.7351 23.2537
O 5.8511 4.891 23.1161
O 5.5347 9.9874 23.477
O 2.4688 8.6764 23.0275
O 0.2151 10.0578 23.08
O 7.7995 8.5581 23.0782
Si 8.7282 7.6643 18.4355
Si 8.9542 6.324 13.6006
Si 3.9018 1.5116 14.7382
Si 2.2242 5.7171 17.643
Si 2.4739 3.1069 19.4976
Si 10.0079 8.992 12.011
Si 1.3605 9.4044 22.0794
Si 9.3127 0.9312 13.1854
Si 1.5338 5.0252 13.0036
Si 1.996 8.1961 12.7162
Si 6.6787 9.5456 22.421
Si 4.628 4.5562 15.7495
Si 8.2598 3.0281 9.5496
Si 0.9041 8.2179 19.262
Si 6.998 1.3306 21.0909
Si 8.3079 8.3533 9.6828
Si 11.0053 5.1573 15.598
Si 7.6639 9.4669 16.3047
Si 9.9785 2.0319 20.2915
B 3.7421 8.018 10.2736
Si 6.7943 3.3015 17.4402
Si 1.214 0.1813 19.7993
Si 3.3171 2.7875 12.3037
Si 7.2863 5.3695 19.6944
Si 5.9509 8.5819 11.6486
Si 5.9373 6.0024 13.2551
Si 4.7179 9.6697 17.5921
Si 1.05 3.5821 22.1732
Si 4.9587 1.4404 18.8012
Si 3.1896 3.1045 9.5382
Si 6.5674 10.8098 13.7847
Si 10.4576 0.0837 15.9658
Si 5.7169 3.6343 11.1432
Si 9.9619 3.8553 11.8667
Si 2.4501 9.8734 15.4939
Si 6.1432 8.0982 19.7859
Si 6.9679 3.9634 22.3791
Si 9.8528 2.7352 17.3626
O 7.3706 6.3225 13.9735
O 1.9543 7.0309 18.6863
O 10.3997 3.9742 16.4973
O 6.2554 9.9304 17.0311
O 10.2596 0.7286 14.4861
O 8.5133 6.0849 18.8597
O 5.2981 0.6912 14.4271
O 5.816 2.0101 17.5452
O 8.3901 1.9127 20.5247
O 2.0635 4.2691 18.412
O 7.02 2.7945 10.6074
O 4.9484 2.6538 12.1941
O 6.1267 4.3538 16.3894
O 4.5841 3.9152 9.9549
O 10.7217 2.751 21.5554
O 9.859 6.1284 14.9549
O 6.0724 6.4613 19.8289
O 4.1556 0.1319 18.2483
O 9.4502 10.4961 12.311
O 2.9766 4.3381 12.7174
O 1.9521 10.6805 21.2109
O 4.0506 2.6804 19.3757
O 0.8349 10.0018 15.9133
O 1.3319 9.7764 18.8308
O 1.7693 1.6312 19.2697
O 9.047 10.3431 16.4752
O 4.9512 8.5482 18.7611
O 9.6969 8.8077 10.4145
O 6.839 4.0395 18.8881
O 2.9364 1.6982 13.4215
O 5.8803 8.763 21.2405
O 2.5674 2.4517 10.9033
O 7.6697 4.8498 21.194
O 5.3864 7.4415 12.686
O 0.6621 9.0077 12.2835
O 7.7133 1.0223 13.5371
O 7.2137 9.6118 14.7298
O 9.1138 4.9876 12.6728
O 8.1698 8.0016 16.9037
O 6.2601 2.5661 21.8819
O 2.5768 9.0353 14.0444
O 0.5465 4.4477 11.8341
O 0.8566 8.296 20.9326
O 9.4681 3.7935 10.3196
O 9.7864 2.339 12.4872
O 7.6912 8.5336 19.3842
O 2.8202 8.0274 11.3006
O 4.0728 3.0196 15.4066
O 0.9499 4.4624 14.4176
O 10.1286 2.9753 18.9555
O 9.3752 7.7524 12.9013
O 10.5615 0.5113 20.0718
O 6.1107 5.0016 11.9519
O 8.2499 2.7078 17.0208
O 3.631 5.4445 16.7545
O 4.8794 8.777 10.4291
O 1.6577 6.6452 13.1351
O 4.9024 5.4314 14.3864
O 2.0908 3.8163 20.9252
O 10.6466 1.3562 16.9758
O 1.0474 6.0274 16.5551
O 7.384 10.9417 21.9513
O 5.967 0.863 19.9364
O 6.1605 10.0164 12.4045
O 2.9642 0.4908 15.5823
O 7.2904 7.9813 10.9153
O 10.314 7.9793 18.6772
O 3.5417 9.1451 16.5375

Results
free energy: -135978.550 eV
free energy less fixed offsets of B -154.04, O -568.88, Si -635.61 eV per atom: -1.870 eV

Forces (eV/angstrom), in the order of the atoms: element, x, y, z
Si 0.0056 0.0039 0.0011
Si 0.0004 0.0015 0.0034
Si 0.0004 0 0.0017
Si 0.0027 -0.001 0.0032
Si -0.0033 -0.0042 0.0051
Si 0.0006 0.0011 0.0006
Si 0.0046 0.0006 0.004
Si 0.0009 -0.0035 0.0026
Si 0.0028 -0.0019 0.005
Si 0.0048 -0.0005 -0.001
Si 0.0018 0.0018 -0.0001
Si 0.0033 0.0004 0.0014
Si 0.0049 0.0012 -0.0017
Si 0.002 -0.0009 0.0035
Si -0.0005 -0.0023 0.0032
Si 0.0035 0.0004 0.0001
Si -0.0043 -0.0026 0.0038
Si -0.0087 -0.0074 0
Si 0.0061 0.0018 0.0003
Si 0.0056 0.0026 -0.0026
Si -0.0025 -0.01 -0.0039
Si -0.0015 -0.0031 -0.0051
Si -0.003 -0.0032 -0.0017
Si 0.004 0.0005 -0.0014
Si -0.0064 -0.0076 0.0039
Si 0.0054 0.0075 0.0034
Si -0.0111 0.0005 -0.0078
Si 0.002 0.0006 -0.0039
Si 0.0032 0.0101 0.0047
Si -0.0021 0.0029 0.0063
Si 0.0139 0.0106 -0.0196
Si -0.0007 0.0009 -0.0082
Si -0.0041 0.0043 0.0058
Si -0.0002 0.0052 0.0007
Si 0.009 -0.01 0.0012
Si 0.0049 -0.0035 0.001
Si 0.0047 0.0011 0.0003
Si 0.0014 -0.0017 0.0008
Si 0.0079 -0.0111 0.0062
Si 0.0071 -0.0087 -0.0018
Si 0.0818 -0.0163 -0.0813
Si 0.0742 -0.0406 -0.0321
Si 0.1025 -0.1007 0.0674
Si -0.0615 -0.139 -0.0919
Si 0.0444 -0.1878 0.0242
Si 0.0777 -0.0382 -0.1281
Si -0.0135 -0.1002 -0.0438
Si -0.133 -0.1608 0.1243
Si -0.1068 0.1135 0.0312
Si -0.1545 0.0809 -0.0842
Si 0.004 0.1722 0.0255
Si -0.0469 0.1312 0.1248
Si -0.1125 0.004 -0.0325
Si -0.0661 0.1018 -0.0177
Si -0.0096 0.1721 0.1132
Si -0.0639 0.1527 0.0216
Si 0.0028 0.0003 0.0045
Si 0.007 -0.0063 -0.003
Si -0.0082 0.0006 0.0113
Si -0.0078 0.0019 -0.0083
Si -0.0006 0 -0.003
Si 0.0033 -0.0073 0.0045
Si -0.009 0.0006 -0.0111
Si -0.0021 0.0013 0.0094
Si -0.006 0.0045 -0.004
Si 0.0058 -0.0026 -0.0119
Si 0.0078 0.0039 0.0006
Si 0.0016 -0.0135 0.0173
Si 0.0006 -0.005 -0.0125
Si 0.0014 -0.0005 -0.0008
Si 0.0128 -0.0104 -0.0019
Si -0.0101 -0.0092 0.0041
Si -0.0038 0.0088 -0.0015
Si 0.0071 0.0191 -0.0073
Si -0.0045 -0.0138 0.0012
Si -0.0025 0.0027 0.004
Si 0.0004 -0.0068 0.0007
Si 0.0217 0.0003 -0.0098
Si -0.002 0.0063 -0.0064
Si -0.0139 0.0209 -0.0107
Si 0.0365 0.0066 0.0055
Si 0.0142 -0.0022 -0.0106
Si -0.0019 -0.0016 -0.0095
Si 0.0032 0.0088 0.0126
Si 0.0141 0.0031 0.0038
Si 0.0017 0.0011 0.017
Si -0.0127 -0.0703 -0.0045
Si 0.006 -0.0046 -0.0056
Si 0.0009 0.0306 -0.0046
Si -0.0051 0.0054 0.0391
Si -0.0059 0.0062 -0.0002
Si 0.0093 -0.0124 -0.0551
Si -0.0151 -0.0233 -0.0135
Si -0.0295 -0.022 -0.0198
B -0.0209 0.0794 0.0199
Si -0.0022 0.0178 0.0323
O -0.003 -0.0014 -0.0019
O -0.0004 -0.0021 -0.0004
O 0.0006 -0.001 -0.0008
O 0.0011 -0.0004 -0.0025
O 0.0073 0.0021 0.0143
O 0.0065 -0.0095 -0.0061
O 0.0194 -0.0259 -0.0173
O 0.001 -0.0043 0.0215
O 0.0047 0.0048 0.0203
O 0.0055 0 -0.0014
O 0.0081 -0.0075 -0.016
O -0.0015 -0.0003 -0.0123
O -0.0012 -0.013 0.0061
O 0.0039 0.0018 -0.0007
O -0.0007 0.005 -0.012
O 0.0014 0 -0.0017
O 0.0023 0.0001 0
O 0.0018 -0.0004 -0.002
O 0.002 -0.0012 0
O 0.0008 0.0004 0.0012
O 0.0008 -0.0007 -0.001
O 0.0007 -0.0022 -0.0003
O 0.0004 0.0013 -0.0012
Si 0.0021 -0.0006 -0.0007
Si 0.004 -0.0033 -0.0007
Si 0.003 -0.0008 -0.001
Si 0.0023 -0.0008 -0.0008
Si 0.0023 -0.0002 -0.0001
Si 0.0016 -0.0005 0.0007
Si 0.0007 -0.0005 0.0008
Si 0.0025 0.0001 -0.0023
Si 0.0017 -0.004 0.0004
Si 0.0044 0.0012 -0.0006
Si 0.0015 -0.001 -0.0023
Si 0.0034 -0.0003 -0.0014
Si -0.0067 -0.0061 0.0037
Si 0.0028 -0.0007 0.0004
Si 0.003 -0.0002 -0.0011
Si 0.0034 -0.0004 0.0041
Si 0.0017 0.0002 -0.0011
Si 0.0026 -0.0009 -0.001
Si 0.0024 0.0004 -0.0008
B -0.0016 0.0004 0.0075
Si 0.0033 -0.0004 -0.0005
Si 0.0034 -0.0008 -0.0007
Si 0.0043 -0.0024 -0.0023
Si 0.0028 -0.0008 -0.0009
Si 0.0042 0.0006 0.0052
Si 0.0031 -0.0005 0.0002
Si 0.0031 -0.0011 -0.0006
Si 0.002 -0.0014 0.0003
Si 0.0019 -0.0009 -0.0005
Si 0.0122 -0.0119 0.0047
Si 0.0039 0.0004 -0.0011
Si 0.0031 -0.0005 -0.001
Si 0.0046 -0.0032 -0.0022
Si 0.0019 -0.0034 -0.0016
Si 0.0015 -0.001 0.0021
Si 0.0025 -0.0001 -0.0006
Si 0.0015 0.0001 0.0001
Si 0.0033 -0.0009 -0.0009
O 0.0008 0.0005 0.0001
O 0.0023 0 0.0004
O 0.0005 -0.0021 0.0016
O 0.0023 -0.0006 0.0001
O 0.0039 -0.0016 0.0014
O 0.003 -0.0007 0.0005
O 0.0022 -0.0003 0.0006
O 0.0018 -0.0011 0.0004
O 0.0013 -0.0022 0.0005
O 0.0022 -0.0013 0.0007
O -0.0018 0.0009 0.0036
O 0.0015 0.0003 0.0003
O 0.0024 -0.0012 0.0006
O 0.0008 -0.0001 0.0008
O 0.0013 -0.0005 -0.0002
O 0.0028 -0.0003 0.0007
O 0.0028 -0.0005 0.0002
O 0.0025 0.0002 0.0002
O 0.0023 0.0002 0.0014
O 0.0022 0.0015 0
O 0.0023 -0.0006 0.0003
O 0.0018 -0.0009 0.0002
O 0.0024 -0.0005 0.0008
O 0.0018 -0.0005 0
O 0.0018 -0.0009 0.0001
O 0.0029 -0.0009 0
O 0.0036 -0.001 0.0003
O 0.0018 0.0001 -0.0032
O 0.0043 -0.0001 0.0005
O 0.0017 -0.0008 0.0002
O 0.0022 0 0
O 0.0029 -0.0001 0
O 0.0017 -0.0002 0.0002
O 0.0023 0.0001 -0.0007
O 0.0058 -0.0018 -0.0001
O 0.0028 -0.0016 0.0008
O 0.0021 -0.0012 0.0005
O 0.0035 -0.0021 -0.0002
O 0.0029 -0.0011 0.0007
O 0.0026 -0.0011 -0.0001
O 0.0041 -0.0026 -0.0049
O 0.0049 0.0011 0.0006
O 0.0019 -0.0003 -0.0002
O 0.0091 0.0034 0.0027
O 0.0033 -0.001 -0.0009
O 0.0026 -0.0006 0.0004
O -0.0007 -0.0014 0.0014
O 0.0025 -0.0009 0.0005
O 0.0038 -0.0009 -0.0008
O 0.0032 -0.0008 0.0005
O 0.0044 0.0006 -0.0006
O 0.0028 -0.0012 0.0001
O 0.0013 0.001 0.0009
O 0.0027 -0.0006 0
O 0.0013 -0.0007 0.0006
O 0.0017 0.0004 -0.0028
O 0.0021 -0.0007 0.0005
O 0.0021 -0.0011 0.0006
O 0.0016 -0.0006 0.0003
O 0.0022 0.0004 0.0005
O 0.0042 0.0002 0.001
O 0.002 -0.0001 0
O 0.003 -0.0007 0.0004
O 0.0016 -0.0015 -0.0009
O 0.0025 0.0001 0.0006
O 0.0029 -0.0002 -0.001
O 0.0026 -0.0006 -0.0003
O 0.004 -0.0007 -0.0003

The program warned: the cutoff lies below the one the program advises for these potential files; the exchange-correlation potential is rough where the density is thin.
